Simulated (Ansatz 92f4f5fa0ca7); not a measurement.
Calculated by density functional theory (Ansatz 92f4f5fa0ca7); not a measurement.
Periodic cell of 226 atoms, Si133O92B1, from a study of silicon, its oxide and their interface. The atomic structure is a simulated model.
Doubt: the cutoff is far below the 930 eV that the study's wrapper takes by default for these files, so forces and energies are approximate.

Settings: functional PBE; potential files Ansatz PAW; basis plane waves; wave-function cutoff 580 eV; density cutoff ratio 5; exchange-correlation grid ratio 1; k mesh 1 x 1 x 1, Gamma-centred; self-consistency stop 5e-08 eV per atom in the density residual; occupations fixed; spin none; net charge -1 e, with a uniform compensating background and no finite-size correction.

Cell vectors (angstrom)
a 10.938 0 0
b 0 10.938 0
c 0 0 31.9494

Atoms: element, x, y, z (angstrom)
Si 10.6261 0.0092 24.4198
Si 5.0777 0.1388 24.6614
Si 2.8209 2.3062 24.5361
Si 8.5704 2.4479 24.5644
Si 10.7108 5.6029 24.336
Si 5.1594 5.6231 24.4553
Si 2.9882 7.9642 24.4065
Si 8.4169 7.8457 24.4207
Si 1.2938 1.137 25.8441
Si 6.8165 1.3367 25.7478
Si 3.9861 4.0196 25.7419
Si 9.6902 4.0322 25.8543
Si 1.3407 6.8025 25.6786
Si 6.8064 6.731 25.7556
Si 4.0011 9.4806 25.9562
Si 9.4848 9.4495 25.8092
Si 2.6353 -0.1284 27.3064
Si 8.1457 -0.0577 27.1556
Si 0.0846 2.6654 27.2199
Si 5.4572 2.7319 27.1205
Si 2.6699 5.426 27.1218
Si 8.1983 5.3805 27.1431
Si 0.0188 8.1633 27.141
Si 5.512 8.1526 27.1884
Si 4.0969 1.3392 28.5061
Si 9.5467 1.3227 28.5121
Si 1.4011 4.0736 28.5889
Si 6.8138 4.0687 28.5353
Si 4.0825 6.7785 28.4932
Si 9.5677 6.7885 28.487
Si 1.2852 9.477 28.6601
Si 6.8283 9.5434 28.5825
Si -0.0463 -0.0191 29.9443
Si 5.4527 -0.0105 29.9174
Si 2.7773 2.7192 29.9195
Si 8.1862 2.7075 29.8897
Si -0.0197 5.4423 29.9095
Si 5.4554 5.4492 29.8992
Si 2.7371 8.1461 29.9249
Si 8.2235 8.1768 29.8973
Si 1.3706 1.371 31.2695
Si 6.8312 1.3686 31.2821
Si 4.1218 4.0836 31.2956
Si 9.5455 4.0835 31.2766
Si 1.3605 6.8094 31.2935
Si 6.8274 6.8396 31.2621
Si 4.0902 9.5542 31.2842
Si 9.5486 9.5495 31.3038
Si 2.7335 0.0062 0.6999
Si 8.2044 0.0151 0.6971
Si 0.0108 2.7465 0.7011
Si 5.4933 2.7505 0.73
Si 2.7459 5.459 0.6994
Si 8.1966 5.4882 0.6942
Si 0.0133 8.2159 0.7235
Si 5.4805 8.216 0.7141
Si 4.1075 1.3774 2.0776
Si 9.6105 1.3506 2.0656
Si 1.3602 4.143 2.0763
Si 6.8489 4.1492 2.0936
Si 4.0981 6.8367 2.0693
Si 9.5721 6.8474 2.0806
Si 1.3749 9.6115 2.0969
Si 6.8455 9.6225 2.0706
Si 0.0317 0.0349 3.5266
Si 5.4828 0.0292 3.4707
Si 2.7118 2.7618 3.4074
Si 8.2867 2.7822 3.3613
Si 0.0218 5.5207 3.4872
Si 5.4629 5.5228 3.485
Si 2.7286 8.2129 3.4233
Si 8.2438 8.2923 3.4099
Si 1.3906 1.4732 4.8732
Si 6.9175 1.4658 4.7297
Si 4.0211 4.1355 4.8023
Si 9.6366 4.0873 4.8038
Si 1.3438 6.9437 4.8579
Si 6.8589 6.9796 4.7782
Si 4.0914 9.5625 4.7925
Si 9.6235 9.5569 4.8821
Si 2.7754 0.0309 6.1426
Si 8.3187 0.1455 6.1025
Si 0.1513 2.9532 6.3399
Si 5.519 2.8166 6.0762
Si 2.5948 5.4839 6.2018
Si 8.3135 5.5919 6.003
Si 0.0608 8.2675 6.4123
Si 5.4685 8.2826 6.2253
Si 4.4394 1.1641 7.3452
Si 9.8847 1.2535 7.5852
B 1.206 4.5306 7.6312
Si 6.6493 4.5362 7.221
Si 4.2317 6.6404 7.51
Si 9.8753 6.4791 7.5779
Si 1.2855 9.94 7.6961
Si 6.7307 9.9441 7.3927
O 9.5896 1.2524 23.9818
O 4.1121 6.8186 23.9492
O 4.0136 1.2562 24.0317
O 9.5393 6.7179 23.9
O 0.1275 5.4306 8.0781
O 5.589 0.1034 7.932
O 0.1005 0.1246 8.1068
O 5.5013 5.5907 7.7924
O 7.5812 3.9856 8.442
O 8.8605 6.9648 8.8135
O 2.1857 9.4495 9.0307
O 8.908 1.7032 8.8921
O 7.6579 9.3613 8.6338
O 3.6038 1.8236 8.5916
O 3.581 7.2034 8.9481
O 2.0428 4.0244 8.6604
O 8.1399 3.5031 23.361
O 0.451 4.9514 22.9499
O 1.907 2.7663 23.2458
O 5.8297 4.9179 23.1187
O 5.5304 10.017 23.4904
O 2.4436 8.6971 23.02
O 0.1927 10.081 23.0826
O 7.7867 8.5879 23.0763
Si 8.6563 7.7072 18.4356
Si 8.7762 6.3634 13.6317
Si 3.7774 1.5421 14.6744
Si 2.1343 5.7551 17.6159
Si 2.4153 3.1557 19.4886
Si 9.8138 9.0356 12.0799
Si 1.3324 9.4297 22.0739
Si 9.1659 0.9657 13.1973
Si 1.4084 5.0634 13.0194
Si 1.7933 8.2614 12.8108
Si 6.656 9.5679 22.421
Si 4.518 4.5955 15.681
Si 8.1949 3.0189 9.572
Si 0.8409 8.2559 19.2552
Si 6.9562 1.3613 21.0854
Si 8.2767 8.2512 9.6557
Si 10.8815 5.2135 15.6036
Si 7.5615 9.5064 16.3114
Si 9.9354 2.0728 20.2966
Si 3.225 8.5006 9.9065
Si 6.6882 3.3587 17.3986
Si 1.167 0.2204 19.8002
Si 3.1903 2.8302 12.2394
Si 7.2124 5.4039 19.6792
Si 5.7733 8.6438 11.5105
Si 5.7814 6.0556 13.1719
Si 4.6306 9.7197 17.6216
Si 1.0244 3.6153 22.1744
Si 4.8968 1.4971 18.7971
Si 3.1388 3.1281 9.4387
Si 6.4463 10.8082 13.7625
Si 10.3448 0.1228 15.9714
Si 5.6223 3.6515 11.0994
Si 9.8251 3.8999 11.9105
Si 2.3393 9.9328 15.5353
Si 6.0752 8.1346 19.7965
Si 6.9344 3.9815 22.375
Si 9.7515 2.786 17.3644
O 7.1831 6.3733 13.9577
O 1.883 7.0687 18.6666
O 10.2896 4.0412 16.5218
O 6.1625 9.9727 17.0504
O 10.1401 0.7086 14.4694
O 8.4429 6.1256 18.855
O 5.1457 0.6743 14.3651
O 5.7124 2.0649 17.5135
O 8.35 1.961 20.5473
O 1.991 4.3101 18.3989
O 6.9219 2.7813 10.594
O 4.8223 2.6949 12.1499
O 6.0184 4.3928 16.3279
O 4.5156 3.9505 9.8954
O 10.6933 2.7886 21.5549
O 9.7112 6.1687 14.9704
O 6.0047 6.4987 19.8361
O 4.0787 0.184 18.2799
O 9.2552 10.5559 12.2746
O 2.8383 4.3703 12.6891
O 1.9151 10.7111 21.2054
O 3.9936 2.7352 19.381
O 0.7277 10.0513 15.961
O 1.2727 9.8152 18.8312
O 1.7127 1.6758 19.2703
O 8.9345 10.394 16.4939
O 4.8718 8.5957 18.7887
O 9.5864 8.7615 10.4868
O 6.7359 4.1027 18.8446
O 2.8092 1.7297 13.355
O 5.8307 8.7825 21.2619
O 2.4738 2.5237 10.8132
O 7.61 4.8566 21.1665
O 5.2169 7.4614 12.519
O 0.4303 9.0766 12.5043
O 7.5722 1.0547 13.5692
O 7.0962 9.6364 14.7408
O 8.9687 5.0296 12.7087
O 8.0848 8.0438 16.908
O 6.2172 2.5799 21.9024
O 2.457 9.0659 14.1088
O 0.4056 4.4961 11.8627
O 0.816 8.3262 20.9283
O 9.3488 3.8358 10.365
O 9.6496 2.3866 12.5359
O 7.6204 8.5733 19.3885
O 2.5598 8.1861 11.3676
O 3.9773 3.0537 15.3307
O 0.8274 4.499 14.4348
O 10.0549 3.011 18.9549
O 9.1387 7.8082 12.9437
O 10.5154 0.5507 20.0788
O 6.0187 5.0154 11.9115
O 8.1509 2.7582 17.0134
O 3.5236 5.4731 16.7036
O 4.6859 9.1142 10.3616
O 1.5203 6.6834 13.1706
O 4.7526 5.4866 14.319
O 2.0476 3.8678 20.9185
O 10.5418 1.4154 16.9515
O 0.9391 6.0822 16.5493
O 7.348 10.958 21.9196
O 5.9354 0.9276 19.9099
O 6.105 9.9994 12.3757
O 2.839 0.5559 15.5623
O 7.0762 7.9745 10.7452
O 10.2427 8.0249 18.683
O 3.4421 9.2178 16.5741

Results
free energy: -137021.787 eV
free energy less fixed offsets of B -154.04, O -568.88, Si -635.61 eV per atom: 5.343 eV

Forces (eV/angstrom), in the order of the atoms: element, x, y, z
Si 0.0102 0.0548 0.1729
Si -0.0133 0.0519 0.1721
Si 0.0375 -0.0162 0.157
Si 0.0019 -0.0479 0.1721
Si -0.0523 0.0056 0.2094
Si -0.0403 0.0339 0.1571
Si 0.0127 -0.0318 0.2186
Si 0.0203 -0.0587 0.1704
Si 0.017 -0.0054 0.0336
Si 0.0298 -0.0002 -0.0376
Si -0.0009 0.0144 -0.0277
Si 0.035 0.0028 0.0072
Si 0.0285 0.0127 -0.0448
Si 0.0029 0.014 0.0171
Si -0.0025 -0.0056 0.0224
Si 0.0081 0.007 -0.0253
Si -0.0389 -0.0214 0.0199
Si -0.0705 -0.0295 0.0003
Si 0.0075 0.0116 0.0158
Si 0.0127 0.0048 -0.0107
Si -0.0359 -0.0457 -0.0302
Si -0.0235 -0.0201 -0.0254
Si -0.024 -0.0098 -0.0096
Si 0.0062 0.0029 0.0049
Si -0.0638 -0.0681 0.0457
Si 0.0372 0.0524 0.0414
Si -0.1103 0.0069 -0.0822
Si -0.0055 0.0078 -0.0117
Si 0.02 0.0876 0.0642
Si -0.0429 0.0056 0.0873
Si 0.1163 0.1041 -0.2016
Si -0.0185 0.0056 -0.0834
Si -0.0344 0.0781 0.0443
Si 0.0022 0.0181 0.0094
Si 0.0113 -0.0801 0.0001
Si 0.0469 -0.0343 0.0001
Si 0.0564 -0.0077 -0.0011
Si 0.0035 0.0139 0.0051
Si 0.0677 -0.0956 0.0342
Si 0.0252 -0.0529 -0.0149
Si 0.0068 -0.001 -0.0016
Si -0.0409 0.0115 -0.0074
Si 0.0098 0.0274 0.0152
Si -0.0146 -0.0053 0.0037
Si -0.0369 0.0184 0.0093
Si 0.0031 -0.0038 0.0032
Si -0.0228 0.018 0.0012
Si 0.0191 -0.0257 0.0295
Si 0.0284 0.0254 -0.0007
Si 0.0165 0.0123 -0.0136
Si 0.0124 0.0092 -0.0139
Si 0.0259 -0.0252 0.0335
Si -0.0104 -0.0275 -0.0192
Si 0.0061 -0.0046 -0.0209
Si 0.0393 -0.0115 0.0301
Si 0.008 -0.015 -0.0032
Si -0.0156 0.025 -0.023
Si 0.0485 -0.0545 -0.0209
Si -0.0512 0.0142 -0.0085
Si -0.0758 0.0431 -0.0406
Si 0.0539 0.0854 -0.0038
Si 0.0428 0.0029 -0.0154
Si -0.0674 -0.0002 -0.0205
Si -0.0923 0.0137 -0.0067
Si 0.0973 -0.0545 -0.0885
Si -0.0066 0.0506 -0.0675
Si 0.1462 -0.0738 0.0315
Si -0.1239 0.0652 0.1033
Si -0.0837 0.0265 -0.1525
Si 0.0588 -0.186 0.0216
Si -0.0452 0.0395 -0.0127
Si -0.0219 -0.1602 0.0818
Si -0.2071 0.0694 0.1249
Si 0.0409 0.0342 -0.0274
Si -0.0025 0.219 0.0604
Si -0.0467 -0.2403 0.0034
Si 0.3056 0.0838 0.1018
Si 0.057 0.0553 -0.0529
Si 0.018 -0.0363 -0.0148
Si 0.0033 0.0639 0.0476
Si -0.0464 0.0108 -0.046
Si 0.0277 -0.0189 0.1344
Si 0.2355 0.0686 0.5884
Si -0.019 0.0224 -0.1126
Si -0.119 -0.2198 0.4395
Si -0.047 0.0558 -0.1062
Si -0.0498 -0.0598 -0.0363
Si -0.0056 -0.0909 0.1518
Si 0.0717 -0.0337 -0.0699
Si -0.0931 -0.2169 -0.3072
B -0.1983 0.1928 -1.0845
Si -0.1398 0.0302 -0.1414
Si 0.2045 0.2242 -0.392
Si 0.247 -0.0046 -0.2225
Si -0.0352 0.1262 -0.2035
Si -0.0117 0.0011 -0.1855
O -0.0228 -0.0058 -0.0864
O 0.0024 -0.0305 -0.0884
O 0.003 -0.0106 -0.0805
O 0.0063 -0.0063 -0.0891
O -0.1557 0.0979 -0.1444
O -0.0291 0.0397 0.066
O 0.0067 -0.0193 0.0924
O 0.0335 -0.0006 0.1883
O 0.0809 -0.0788 0.2058
O -0.238 0.1467 0.3815
O 0.125 -0.0409 0.2367
O -0.0495 0.1242 0.1681
O 0.086 -0.0888 0.248
O 0.0091 0.0068 0.1662
O -0.0847 0.0488 0.2207
O 0.3593 -0.3247 0.7228
O -0.0608 0.0555 -0.1786
O 0.0561 -0.0843 -0.1849
O -0.0818 0.0357 -0.18
O 0.0784 -0.0745 -0.1775
O 0.0364 -0.0607 -0.1434
O -0.0732 0.0743 -0.2033
O 0.0736 -0.0873 -0.1986
O -0.073 0.075 -0.1671
Si -0.0094 0.0048 -0.0014
Si -0.0088 -0.0193 -0.2197
Si -0.0318 0.0202 -0.2089
Si -0.0081 -0.0096 -0.055
Si -0.0277 0.0164 0.0966
Si -0.0121 -0.0358 -0.3333
Si -0.0078 -0.0158 0.3064
Si 0.0051 0.0566 -0.2593
Si 0.0259 -0.0435 -0.2884
Si 0.0437 -0.0487 -0.3565
Si 0.0181 -0.0326 0.2661
Si -0.017 0.0022 -0.1868
Si 0.0335 -0.0396 -0.4064
Si 0.01 0.0168 0.1132
Si -0.0014 0.0023 0.1742
Si -0.0211 -0.055 -0.5342
Si 0.0088 0.0003 -0.1899
Si -0.0058 0.0122 -0.1214
Si 0.0039 0.0169 0.1295
Si -0.0564 -0.0736 -0.5099
Si -0.0172 0.0175 -0.0295
Si 0.0092 -0.0176 0.1074
Si -0.0093 0.0312 -0.3963
Si 0.0127 -0.0258 0.1254
Si -0.0015 -0.0419 -0.3797
Si 0.0076 -0.0075 -0.2978
Si -0.0164 -0.0008 -0.0318
Si 0.0111 0.0308 0.2886
Si 0.0195 -0.0058 0.0372
Si -0.2909 0.2118 -0.5402
Si -0.0104 -0.0029 -0.2415
Si 0.0116 0.0113 -0.1356
Si -0.026 -0.0499 -0.3716
Si 0.0126 0.0095 -0.4147
Si 0.0027 -0.0111 -0.1648
Si -0.0081 0.0251 0.1236
Si -0.0145 0.0125 0.2752
Si 0.0265 0.0141 -0.0186
O 0.0206 0.0078 0.0866
O 0.0041 -0.0047 -0.0105
O -0.0226 -0.0378 0.0598
O -0.0158 0.0046 0.029
O 0.0403 -0.027 0.1465
O 0.0077 0.0125 -0.02
O -0.0119 0.0023 0.0771
O 0.0043 -0.0031 0.0071
O 0.0212 -0.0024 -0.0561
O 0.0008 0.0048 -0.0122
O -0.0824 0.0151 0.186
O -0.0217 -0.0399 0.1545
O 0.0349 -0.0177 0.0526
O 0.1738 0.0233 0.2093
O -0.0461 -0.0433 -0.1136
O 0.0402 -0.014 0.1136
O 0.0004 0.0036 -0.0386
O 0.0034 -0.0003 0.0019
O -0.0058 0.0616 0.1168
O -0.0294 0.046 0.1352
O -0.0031 0.0425 -0.1134
O 0.009 -0.0082 -0.0213
O -0.0223 0.0063 0.0422
O -0.0023 -0.0089 -0.0325
O 0.007 0.0033 -0.0237
O -0.0105 -0.0077 0.0366
O -0.0079 0.0027 -0.024
O 0.0891 0.0624 0.2765
O -0.0039 -0.0088 -0.0316
O 0.0319 -0.0618 0.1761
O -0.0213 -0.0456 -0.1411
O -0.0085 -0.0717 0.3114
O 0.0118 0.0463 -0.1411
O 0.0013 -0.0611 0.1384
O 0.0108 0.0056 0.0996
O -0.0262 -0.0159 0.082
O 0.0303 -0.0328 0.1206
O -0.0425 0.102 0.1643
O 0.0061 -0.0074 0.0273
O -0.0025 -0.051 -0.1068
O 0.0195 0.072 0.1692
O 0.0259 0.0271 0.1424
O -0.0164 -0.0322 -0.1451
O 0.0651 0.0404 0.2498
O -0.0236 -0.117 0.1524
O 0.018 -0.0075 -0.0282
O -0.0792 -0.0045 0.3181
O 0.0186 0.0394 0.0799
O -0.0488 0.0122 0.1578
O -0.0076 0.0056 -0.0392
O -0.014 -0.0623 0.1218
O 0.0021 -0.0069 -0.0424
O 0.01 0.1253 0.1939
O -0.0114 -0.0043 0.0091
O -0.0224 0.0146 0.0506
O 0.1016 0.0005 0.214
O -0.0113 0.0077 0.0962
O -0.0376 -0.0395 0.1537
O 0.0446 -0.0158 -0.1343
O -0.0075 0.0137 0.0295
O 0.0274 0.0073 0.0683
O 0.0034 0.0508 -0.0952
O -0.0396 -0.0014 -0.0733
O 0.0287 0.1069 0.1929
O -0.0161 -0.0283 0.0586
O -0.1048 0.0158 0.2212
O -0.014 -0.0051 -0.018
O 0.0354 -0.0125 0.0579

The program warned: the cutoff lies below the one the program advises for these potential files; the exchange-correlation potential is rough where the density is thin.
